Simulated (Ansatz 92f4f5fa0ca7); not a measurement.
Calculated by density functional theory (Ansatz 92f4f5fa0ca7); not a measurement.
Periodic cell of 216 atoms, Si133O82H1, from a study of silicon, its oxide and their interface. The atomic structure is a simulated model.
Doubt: the cutoff is far below the 930 eV that the study's wrapper takes by default for these files, so forces and energies are approximate.
This geometry differs little from another in the collection (a relaxation step or a small displacement).

Settings: functional PBE; potential files Ansatz PAW; basis plane waves; wave-function cutoff 580 eV; density cutoff ratio 5; exchange-correlation grid ratio 1; k mesh 1 x 1 x 1, Gamma-centred; self-consistency stop 5e-08 eV per atom in the density residual; occupations fixed; spin none; net charge +1 e, with a uniform compensating background and no finite-size correction.

Cell vectors (angstrom)
a	10.938	0	0
b	0	10.938	0
c	0	0	31.5853

Atoms and the computed forces on them: element, x, y, z (angstrom), force x, y, z (eV/angstrom)
Si	0.4446	-0.5337	24.2495	0.0338	-0.0274	-0.059
Si	4.7105	0.4841	24.0659	-0.0594	0.0667	-0.0611
Si	3.1649	2.4044	24.0835	0.047	-0.0169	0.0224
Si	7.7209	3.2074	24.1556	-0.1168	0.0034	0.0197
Si	-0.7284	6.2073	24.3109	-0.014	0.2218	-0.2478
Si	5.952	4.9566	24.3619	0.0927	0.026	-0.06
Si	2.011	8.5338	24.1626	0.0162	0.0598	-0.0404
Si	8.6684	8.1337	24.2341	-0.1249	-0.1454	-0.114
Si	1.3712	1.393	25.3062	0.0196	0.0651	-0.0161
Si	6.6812	1.3656	25.2749	0.0331	-0.0169	0.0415
Si	4.1379	4.0431	25.5419	-0.0764	-0.0162	0.0091
Si	9.4666	4.2095	25.3748	-0.0165	-0.0836	0.0423
Si	1.2071	6.8384	25.5439	0.025	-0.055	0.0349
Si	6.856	6.9388	25.3266	0.0624	0.1088	-0.0085
Si	3.9118	9.5679	25.3058	-0.04	-0.0629	0.0204
Si	9.6391	9.6619	25.6603	0.0463	-0.0046	-0.0438
Si	2.6743	0.0291	26.7891	0.0237	-0.0079	0.0021
Si	8.1184	0.0909	26.7689	-0.0662	-0.0092	-0.0401
Si	-0.0294	2.777	26.6977	0.0018	-0.0261	0.0046
Si	5.4785	2.6779	26.8624	0.0247	0.0069	-0.0415
Si	2.7127	5.4699	26.7877	0.0074	0.0173	-0.0345
Si	8.1553	5.5562	26.8131	-0.046	-0.0323	-0.0157
Si	-0.02	8.2231	26.9536	0.0177	-0.0138	-0.0385
Si	5.4068	8.2546	26.6961	0.0003	-0.0429	0.0086
Si	4.1018	1.3673	28.1671	-0.191	-0.4677	0.3326
Si	9.5708	1.3673	28.1671	-0.1461	0.4403	-0.4998
Si	1.3673	4.1018	28.1671	-0.1965	-0.1286	-0.3493
Si	6.8362	4.1018	28.1671	0.0381	0.129	0.0994
Si	4.1018	6.8362	28.1671	0.0045	0.1892	-0.4687
Si	9.5708	6.8362	28.1671	-0.3232	-0.1895	0.8005
Si	1.3673	9.5708	28.1671	0.2341	0.3902	0.6985
Si	6.8362	9.5708	28.1671	-0.3285	0.1027	-0.5383
Si	0	0	29.5343	0.0623	-0.0781	0.005
Si	5.469	0	29.5343	-0.1263	-0.0952	0.0564
Si	2.7345	2.7345	29.5343	-0.0091	-0.0785	-0.0222
Si	8.2035	2.7345	29.5343	0.1776	0.0975	0.0384
Si	0	5.469	29.5343	-0.0836	-0.0601	0.0251
Si	5.469	5.469	29.5343	-0.0067	-0.0745	-0.0217
Si	2.7345	8.2035	29.5343	0.0889	0.0926	0.0522
Si	8.2035	8.2035	29.5343	0.0321	-0.1277	0.0106
Si	1.3673	1.3673	30.9016	-0.0317	0.0549	0.0002
Si	6.8362	1.3673	30.9016	-0.0212	0.0251	-0.06
Si	4.1018	4.1018	30.9016	-0.0239	0.049	-0.0017
Si	9.5708	4.1018	30.9016	-0.0091	0.0361	-0.0076
Si	1.3673	6.8362	30.9016	-0.0282	-0.0113	-0.0544
Si	6.8362	6.8362	30.9016	-0.0236	0.0524	0.0108
Si	4.1018	9.5708	30.9016	0.0486	-0.0153	0.0059
Si	9.5708	9.5708	30.9016	-0.0599	0.0542	-0.0061
Si	2.7345	0	0.6835	0.0511	-0.0802	-0.0264
Si	8.2035	0	0.6835	-0.0134	0.0468	0.0045
Si	0	2.7345	0.6835	-0.0043	-0.021	0.0317
Si	5.469	2.7345	0.6835	0.0523	-0.0722	0.0167
Si	2.7345	5.469	0.6835	-0.0169	0.0365	0.0079
Si	8.2035	5.469	0.6835	0.126	-0.1078	-0.0191
Si	0	8.2035	0.6835	0.0368	-0.0515	0.0087
Si	5.469	8.2035	0.6835	-0.0559	-0.007	0.0444
Si	4.1018	1.3673	2.0507	-0.1023	0.0562	-0.0739
Si	9.5708	1.3673	2.0507	-0.0714	-0.0705	0.0186
Si	1.3673	4.1018	2.0507	0.0979	0.1001	0.0401
Si	6.8362	4.1018	2.0507	0.0494	0.2163	-0.0607
Si	4.1018	6.8362	2.0507	-0.0414	-0.1419	0.0067
Si	9.5708	6.8362	2.0507	-0.1148	0.0326	-0.0553
Si	1.3673	9.5708	2.0507	-0.0136	0.1147	-0.0354
Si	6.8362	9.5708	2.0507	0.0815	0.0223	0.0257
Si	0	0	3.418	0.043	-0.3506	-0.2432
Si	5.469	0	3.418	-0.31	-0.0545	0.5553
Si	2.7345	2.7345	3.418	0.4066	-0.322	-0.4683
Si	8.2035	2.7345	3.418	0.0951	-0.1018	0.2122
Si	0	5.469	3.418	0.2264	0.3746	0.3958
Si	5.469	5.469	3.418	0.2218	0.0637	-0.9005
Si	2.7345	8.2035	3.418	-0.0786	0.0668	0.5946
Si	8.2035	8.2035	3.418	0.3514	-0.1005	-0.4591
Si	1.4144	1.3224	4.7248	0.018	0.0047	0.0127
Si	6.874	1.3298	4.8161	-0.0447	-0.0209	-0.0291
Si	4.2289	4.0304	4.692	-0.0222	-0.108	0.0182
Si	9.6198	4.0797	4.7834	0.0559	-0.0095	-0.0066
Si	1.3863	6.8609	4.8997	-0.0333	-0.0403	0.0254
Si	6.7965	6.8762	4.7028	0.1119	-0.0928	0.0708
Si	4.077	9.5568	4.8939	0.0353	0.0243	0.039
Si	9.6624	9.4547	4.7766	-0.0124	-0.012	-0.0418
Si	2.6279	-0.0131	6.2771	-0.0274	0.0037	0.035
Si	8.2704	-0.1121	6.05	-0.0044	0.0154	-0.0095
Si	0.1613	2.7576	6.0824	-0.0133	0.0923	-0.0751
Si	5.536	2.7029	6.214	0.016	-0.01	0.0125
Si	2.9432	5.4188	6.0145	-0.0032	0.1374	-0.0536
Si	8.2157	5.5121	6.0057	-0.2472	-0.0492	0.0469
Si	-0.0083	8.217	6.4526	0.0472	0.0656	0.0215
Si	5.5646	8.201	6.2257	-0.0542	0.0095	-0.0586
Si	3.673	1.7943	7.3669	-0.0211	0.042	-0.0302
Si	9.991	1.0111	7.126	0.0002	-0.047	0.163
Si	2.074	3.6358	7.2085	0.0115	-0.089	0.1601
Si	6.5828	4.5196	7.3815	-0.1949	0.3452	-0.5692
Si	4.6936	6.3204	7.3477	-0.021	-0.011	0.1423
Si	8.9224	7.257	7.3963	-0.0918	-0.0234	0.0201
Si	0.7098	10.2336	7.6839	-0.0241	-0.0226	-0.0741
Si	7.4152	9.1008	7.4267	0.1458	-0.0558	0.0907
O	7.8213	4.0234	8.9256	0.2793	-0.2615	0.4721
O	7.4357	9.3319	9.0863	-0.0345	-0.0022	-0.0476
O	8.4604	6.6798	8.9712	-0.0146	-0.0252	-0.0094
O	0.7886	10.2173	9.3753	-0.0067	0.0048	0.0125
O	4.0437	1.382	8.9477	-0.009	-0.0094	-0.0307
O	1.9797	4.3506	8.7152	0.0409	-0.0554	-0.1569
O	9.2337	1.7431	8.4185	0.0055	-0.0373	-0.1358
O	4.0642	6.8108	8.793	0.0269	-0.036	-0.0941
O	8.6012	8.9914	22.7517	0.0384	0.0827	0.0499
O	8.2856	2.811	22.6324	0.0161	-0.009	-0.015
O	5.1009	5.2017	22.9718	0.0043	-0.0308	0.0163
O	8.0892	2.8449	19.9635	0.0077	-0.0034	0.0227
O	10.8426	10.504	22.6749	-0.0024	-0.0097	0.0839
O	-0.4582	6.328	22.6614	0.1537	-0.008	0.2099
O	1.8536	7.8621	22.6071	-0.0028	-0.0389	0.0126
O	4.6137	-0.053	22.4774	0.0439	-0.0087	0.0212
Si	8.8612	5.2768	9.6622	0.0142	-0.0207	-0.1338
Si	0.3298	10.3223	10.9507	0.0034	0.0325	0.0479
Si	4.3358	7.0853	10.3637	0.0409	-0.011	0.0675
Si	1.9267	9.9749	16.2402	0.0115	-0.0186	0.0401
Si	-4.6844	6.4518	15.0187	0.024	-0.0326	0.0419
Si	1.9115	3.1681	18.4636	0.0163	0.0009	-0.0081
Si	14.2185	6.5609	14.3018	0.001	-0.0071	0.061
Si	5.4407	0.1271	21.0806	-0.0345	-0.0029	0.0213
Si	3.8359	-0.0769	13.9611	0.0227	0.0098	0.0418
Si	5.2982	1.0034	9.9019	0.0244	0.0295	0.0071
Si	8.0954	2.3212	9.3621	-0.1036	0.0651	-0.0394
Si	0.3939	12.6516	16.3641	0.0088	0.0062	0.025
Si	0.9551	6.657	21.9014	-0.143	-0.081	0.0501
Si	4.6812	1.6944	18.5559	0.0029	0.0008	-0.0064
Si	7.9878	1.884	21.3184	0.0339	-0.0442	-0.0093
Si	2.7324	8.8	12.2901	-0.015	0.0059	0.1068
Si	6.8793	3.8631	19.4638	-0.0152	0.0137	-0.0331
Si	6.1944	-4.6404	17.93	0.0002	0.0059	-0.0075
Si	4.2604	2.4771	12.4038	-0.0144	0.0285	0.1292
Si	10.3689	2.2669	11.3046	0.039	0.0382	0.0679
Si	5.1665	5.4569	21.3896	-0.0215	-0.0031	0.0235
Si	-1.8121	-3.9497	14.1825	0.0054	-0.0238	0.0527
Si	2.7618	8.7162	18.6308	0.0147	0.0188	0.0143
Si	-4.5189	3.5609	14.2316	0.0086	0.0348	0.0559
Si	2.9039	4.9149	11.837	-0.0024	-0.005	0.099
Si	11.7842	4.4406	9.8418	-0.0945	-0.0238	0.1
Si	5.447	-2.6881	20.1508	0.006	0.0186	-0.054
Si	10.3854	8.3548	16.5464	-0.0096	-0.034	0.0252
Si	2.548	3.9989	21.3326	-0.0413	0.0347	0.1032
Si	-1.852	4.4054	12.7186	0.029	-0.0479	0.0947
Si	8.9717	10.9568	15.3641	-0.0092	-0.0167	0.0419
Si	10.9846	8.3995	19.5743	-0.0064	0.0294	-0.0351
Si	6.5276	9.2116	10.445	0.0009	0.0133	0.0438
Si	-1.4148	10.0355	21.824	-0.0184	-0.041	0.0572
Si	-4.8784	0.8133	15.8377	-0.0018	0.0173	0.0173
Si	8.8419	9.5678	12.5182	0.0193	-0.0162	0.0859
Si	3.077	5.9225	17.4118	0.0225	0.0183	-0.0014
O	0.2004	0.8903	11.5977	0.0128	-0.0177	-0.0485
O	2.869	5.246	13.4232	0.0035	0.0119	-0.0235
O	8.7654	2.2019	10.8394	-0.007	-0.0063	0.0558
O	6.2194	4.8354	15.1998	0.0133	0.0115	-0.0411
O	3.903	4.6788	20.7015	0.0009	0.0186	0.0985
O	2.8453	2.8912	22.5105	-0.0337	0.074	-0.0805
O	-9.8815	0.283	16.7711	-0.0082	0.0121	-0.0082
O	4.1951	5.6679	11.158	-0.0125	-0.0062	-0.0389
O	5.2102	1.7288	11.332	0.0011	-0.0132	-0.0359
O	2.4703	18.101	18.2531	0.0038	-0.0071	0.0099
O	10.2828	3.2752	12.5887	-0.0179	0.013	-0.0298
O	5.1675	7.0828	21.2536	0.0056	-0.0228	0.034
O	4.5562	0.6516	19.8112	0.0015	0.0115	0.0157
O	3.164	8.0607	10.9088	-0.0131	0.018	-0.0345
O	-4.5946	2.2617	15.1641	-0.0019	-0.0319	-0.0214
O	2.5512	-0.5493	14.8125	-0.0047	0.0022	-0.023
O	1.7296	3.3154	20.0911	-0.0182	-0.0054	-0.0009
O	8.6441	5.0571	11.2465	-0.0354	-0.015	0.0488
O	5.3155	0.9357	17.2627	-0.0022	-0.0023	-0.0069
O	11.4699	7.0604	20.3798	0.0202	-0.0534	0.1024
O	-1.1145	1.3655	15.7718	0.009	0.0057	-0.0127
O	6.5419	7.0227	16.5105	0.0014	0.0036	-0.0014
O	1.3453	-1.3828	11.9417	0.0222	-0.0162	-0.0308
O	6.4616	1.3412	21.4238	-0.0046	-0.006	0.0095
O	-3.7678	5.0131	18.3052	-0.01	0.0145	0.0111
O	-2.0434	-0.2167	13.7081	0.0002	0.0094	-0.0281
O	-1.1827	9.774	11.1709	-0.0204	-0.0057	-0.0212
O	9.9245	-1.6935	20.4615	0.0091	0.0032	0.021
O	10.4251	5.1379	9.2471	0.0174	-0.0154	-0.0288
O	12.4043	5.2682	11.1066	0.0275	0.0072	-0.0598
O	-5.5633	10.3472	10.1725	0.0062	0.0202	-0.0374
O	5.8128	7.7454	10.581	-0.02	0.0025	-0.0423
O	0.546	2.5788	17.7625	-0.0112	-0.0025	0.0026
O	2.2266	4.6104	17.7844	-0.0056	-0.003	0.0089
O	1.737	5.2364	21.9981	0.0478	0.0481	-0.0643
O	0.9902	8.6421	16.0939	-0.0018	0.0186	-0.0219
O	-4.7848	-1.3257	20.7332	-0.0051	0.0069	0.0188
O	7.3455	9.4693	11.8416	-0.0051	0.0077	-0.0411
O	3.0842	3.3061	11.6483	0.0095	0.0023	-0.0403
O	15.8176	6.9439	14.2931	0.0023	-0.0043	-0.0334
O	6.5	4.7625	20.7784	0.0012	0.0045	0.0061
O	-9.7327	13.4683	15.2077	-0.1141	0.0428	-0.1656
O	-1.206	16.5299	13.5983	-0.0141	0.03	-0.0205
O	-3.4398	-4.0201	14.0983	-0.0286	-0.0052	-0.0134
O	-1.3859	-1.2676	16.1351	-0.0053	0.0138	-0.0148
O	10.2848	8.0122	18.139	0.0048	-0.0064	0.0031
O	9.4731	8.223	13.191	-0.0121	0.0033	-0.0421
O	3.5764	12.3744	13.4286	0.0122	-0.0225	-0.0348
O	-3.1116	3.6826	13.4203	-0.0309	0.0058	-0.0261
O	5.6461	2.9505	18.9249	0.0036	-0.0025	0.0142
O	4.0048	-2.1532	19.6423	-0.0243	-0.0103	0.0221
O	6.6719	1.5852	9.1824	0.1663	0.1238	0.0233
O	-3.4434	0.1162	16.01	-0.0074	0.0082	-0.0084
O	6.3448	7.5346	18.9922	-0.0086	-0.0292	0.0132
O	12.3283	9.3036	19.2969	0.0005	-0.0151	0.0149
O	2.8636	6.2577	15.8276	0.0047	-0.0028	-0.0026
O	2.4963	7.7819	13.5453	0.0094	-0.0044	-0.0401
O	8.8753	0.517	21.3129	-0.008	0.0399	0.0048
O	-7.8219	9.6	17.2976	-0.0128	-0.0033	-0.006
O	3.9237	9.8462	12.6859	-0.0035	0.0249	-0.0216
O	4.6536	5.7441	17.8174	-0.0049	0.0043	0.0046
O	5.212	3.5501	13.1534	-0.0009	-0.0212	-0.0512
O	3.1836	2.1835	18.1626	0.0021	-0.0018	0.013
O	11.3007	2.9292	10.1616	0.0144	0.0139	-0.0168
O	5.1978	-0.1354	14.8296	-0.002	0.0169	-0.0214
O	-1.1761	7.1211	15.6727	0.0055	0.0126	-0.0095
H	-10.2076	13.6683	14.3802	0.0956	-0.0528	0.1687

Results
free energy: -131202.424 eV
free energy less fixed offsets of H -15.97, O -568.88, Si -635.61 eV per atom: -2.164 eV

The program warned: the cutoff lies below the one the program advises for these potential files; the exchange-correlation potential is rough where the density is thin.
